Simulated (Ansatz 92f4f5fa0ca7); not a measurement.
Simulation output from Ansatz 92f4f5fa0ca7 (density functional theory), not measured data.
Periodic cell of 247 atoms, Si165O82, from a study of silicon, its oxide and their interface. The atomic structure is a simulated model.
Doubt: the cutoff is far below the 930 eV that the study's wrapper takes by default for these files, so forces and energies are approximate.
This geometry differs little from another in the collection (a relaxation step or a small displacement).

Settings: functional PBE; potential files Ansatz PAW; basis plane waves; wave-function cutoff 580 eV; density cutoff ratio 5; exchange-correlation grid ratio 1; k mesh 1 x 1 x 1, Gamma-centred; self-consistency stop 5e-08 eV per atom in the density residual; occupations fixed; spin none; net charge 0.

Cell vectors (angstrom)
a	10.938	0	0
b	0	10.938	0
c	0	0	36.8351

Atoms and the computed forces on them: element, x, y, z (angstrom), force x, y, z (eV/angstrom)
Si	0	0	0.683	-0.0013	-0.0465	0.0141
Si	5.469	0	0.683	0.0281	-0.1008	-0.0108
Si	2.7345	2.7345	0.683	-0.0286	0.0068	-0.0122
Si	8.2035	2.7345	0.683	-0.0156	-0.0511	0.0226
Si	0	5.469	0.683	-0.0255	0.0076	-0.0156
Si	5.469	5.469	0.683	-0.0288	-0.0218	0.015
Si	2.7345	8.2035	0.683	-0.0351	0.006	0.0126
Si	8.2035	8.2035	0.683	-0.0882	-0.0112	-0.0059
Si	1.3673	1.3673	2.0503	0.0185	0.0644	-0.0395
Si	6.8362	1.3673	2.0503	0.0183	-0.0042	0.1688
Si	4.1018	4.1018	2.0503	-0.1339	0.123	0.0872
Si	9.5708	4.1018	2.0503	0.035	0.0658	-0.048
Si	1.3673	6.8362	2.0503	0.0523	-0.1105	0.0528
Si	6.8362	6.8362	2.0503	0.0448	0.1422	-0.0404
Si	4.1018	9.5708	2.0503	0.2444	-0.0659	-0.1702
Si	9.5708	9.5708	2.0503	0.0298	0.0271	0.1935
Si	2.7345	0	34.7836	-0.0401	0.0073	0.1483
Si	8.2035	0	34.7836	-0.0722	-0.0966	-0.1948
Si	0	2.7345	34.7836	-0.0783	-0.0129	-0.1183
Si	5.469	2.7345	34.7836	-0.0716	-0.1135	0.0831
Si	2.7345	5.469	34.7836	-0.0601	-0.0188	-0.1698
Si	8.2035	5.469	34.7836	0.015	-0.1496	0.1915
Si	0	8.2035	34.7836	-0.0882	-0.0521	0.0694
Si	5.469	8.2035	34.7836	-0.1088	-0.0953	-0.0247
Si	4.1018	1.3673	36.1509	0.0454	0.0084	0.027
Si	9.5708	1.3673	36.1509	-0.0175	0.0254	-0.0106
Si	1.3673	4.1018	36.1509	-0.0106	0.0112	-0.0094
Si	6.8362	4.1018	36.1509	0.0299	0.024	0.0067
Si	4.1018	6.8362	36.1509	0.0441	0.0259	0.0156
Si	9.5708	6.8362	36.1509	0.0493	0.0436	0.0113
Si	1.3673	9.5708	36.1509	0.027	0.0027	-0.0056
Si	6.8362	9.5708	36.1509	0.0513	0.0697	-0.0213
Si	1.3077	4.058	30.6714	0.0081	-0.0025	-0.0025
Si	9.4171	-1.3647	27.8103	-0.0012	-0.0149	-0.0034
Si	4.0568	6.7883	30.836	-0.0005	0.0039	-0.012
Si	5.9283	-0.6198	26.8444	-0.007	0.0329	-0.0265
Si	-3.3592	8.5495	26.7047	-0.0046	0.0092	0.0085
Si	8.1845	5.3927	29.2012	-0.0051	-0.0013	0.0021
Si	-1.3751	12.273	30.7041	0.0078	0.01	-0.0048
Si	4.1108	9.4388	28.0242	-0.0338	-0.0783	-0.092
Si	5.3983	-2.8047	29.4989	-0.0116	0.0152	0.0172
Si	3.9597	4.0098	28.0894	0.0541	-0.0223	0.0221
Si	2.7173	5.4818	29.4426	-0.0143	0.006	0.0071
Si	5.4023	2.6119	29.322	-0.0276	0.0258	-0.0146
Si	-4.1126	12.0986	28.123	0.0184	-0.0255	-0.0042
Si	12.2981	6.8036	27.9933	-0.0105	-0.018	-0.0169
Si	2.8904	9.9421	15.4542	0.0047	0.0063	0.0035
Si	10.836	8.2043	29.1875	0.001	-0.0012	-0.0017
Si	1.0953	2.5562	22.9336	-0.0034	0.0035	0.0079
Si	11.391	5.4712	23.6377	0.0031	-0.0094	0.0279
Si	-5.0968	4.6604	24.6838	-0.0065	0.0252	-0.0117
Si	10.8721	2.6937	29.2594	-0.0069	0.005	0.0207
Si	6.8058	4.0462	30.6188	0.0016	-0.0001	0.0082
Si	6.5105	1.3017	14.8189	0.0044	-0.0094	0.0015
Si	1.1745	12.3217	27.6917	0.0067	0.0062	-0.0044
Si	2.624	10.9305	29.1181	0.0028	0.0071	0.0194
Si	3.9986	1.2761	30.6401	-0.0044	-0.0029	0.0013
Si	8.203	-0.1285	29.4614	-0.0192	-0.0046	0.0023
Si	-1.4046	5.7551	21.3272	-0.0133	0.0066	0.0019
Si	10.7517	3.6464	15.891	-0.0031	-0.0068	-0.0047
Si	5.1813	5.5225	26.8053	0.0436	-0.0905	-0.0043
Si	9.5241	6.7937	30.6033	0.0046	0.0093	-0.0006
Si	2.1775	14.2372	26.672	-0.0125	0.0033	-0.0301
Si	6.8043	9.4913	30.7987	0.027	-0.0005	-0.0198
Si	0.0043	-0.0262	32.0376	0.0021	0.0003	0.0038
Si	5.4069	-0.0318	32.0599	-0.0087	0.0073	0.0045
Si	2.6975	2.6974	32.0288	-0.0013	-0.0001	0.0038
Si	8.1706	2.7096	32.0337	0.0056	0.0056	0.0014
Si	-0.0432	5.4516	32.0198	-0.0023	-0.0015	0.002
Si	5.4785	5.403	32.077	0.0048	-0.003	0.0024
Si	2.6578	8.2219	32.048	0.0004	0.005	0.0023
Si	8.2007	8.1235	32.0782	0.0042	0.0113	0.0015
Si	1.3547	1.3432	33.4191	0.0015	0.0026	-0.0012
Si	6.8012	1.3508	33.4079	0.0041	-0.0039	-0.0012
Si	4.0784	4.0589	33.4141	-0.0004	-0.0006	-0.0018
Si	9.54	4.0876	33.4051	0.0012	-0.0048	0.0001
Si	1.3278	6.8198	33.4072	-0.0011	0.0011	-0.0004
Si	6.8217	6.7951	33.4384	0.0012	-0.0032	-0.0009
Si	4.0613	9.5481	33.4267	-0.004	-0.0009	0.0012
Si	9.566	9.5462	33.4075	0.0005	-0.005	-0.0032
Si	2.7778	0.0194	3.3839	-0.0076	0.0031	0.0048
Si	8.2259	0.0225	3.4438	0.0046	0.0073	-0.0073
Si	0.0278	2.7681	3.4134	0.0031	-0.0042	-0.0025
Si	5.4592	2.7497	3.4182	-0.0004	-0.0055	0.0017
Si	2.7392	5.4828	3.4545	0.0066	-0.0025	-0.0033
Si	8.2045	5.4793	3.4085	-0.0052	0.0035	0.0004
Si	0.0074	8.186	3.4232	-0.0016	0.0002	-0.0044
Si	5.4706	8.201	3.4264	-0.0015	-0.0022	-0.0046
Si	4.0874	1.3961	4.7985	0.0049	0.0039	-0.0128
Si	9.596	1.4542	4.7888	-0.0087	-0.0094	0.0027
Si	1.3799	4.1023	4.8431	0.0058	0.0033	-0.0017
Si	6.7843	4.1717	4.7667	0.0034	0.0085	-0.0071
Si	4.123	6.8431	4.8368	-0.0101	0.0022	-0.0008
Si	9.5958	6.7852	4.8085	0.0075	-0.004	-0.0063
Si	1.4673	9.5448	4.7046	-0.0045	0.0079	0.004
Si	6.8398	9.5695	4.7845	0.0059	0.0054	-0.0029
Si	-0.5808	2.1085	8.6963	0.0171	-0.0474	-0.0388
Si	3.4085	3.5162	12.7026	-0.0092	0.0101	-0.0108
Si	-2.2506	0.3626	8.3649	0.0008	0.0078	0.0229
Si	5.4887	0.0514	6.126	-0.0072	-0.0009	-0.0009
Si	0.0021	5.4215	6.2574	-0.0025	0.0051	-0.0116
Si	5.4398	5.4636	6.2543	0.0073	-0.0005	-0.0058
Si	2.7966	8.2479	6.196	0.0031	0.0067	-0.0026
Si	8.193	8.1457	6.1172	0.0084	-0.0029	0.007
Si	0.161	0.0473	5.9708	-0.0043	-0.0201	-0.0024
Si	11.8835	4.7026	11.3499	-0.0085	-0.009	0.0105
Si	2.647	5.3576	8.9681	0.0042	0.0072	-0.0031
Si	10.9671	8.3107	8.6645	-0.0079	-0.01	0.0198
Si	5.6459	2.6946	9.0461	-0.0258	-0.0146	0.0104
Si	9.4788	4.1262	7.6917	-0.015	0.0088	-0.0213
Si	0.0771	8.9845	14.8412	-0.0071	0.0022	0.0055
Si	6.9439	8.6752	18.385	0.0039	0.0069	0.0067
Si	6.8406	-4.1071	7.6185	-0.0203	-0.0148	-0.0008
Si	8.1814	2.8857	6.1186	0.0061	0.0064	0.0068
Si	2.8466	0.1179	9.0432	0.0089	0.0252	-0.0016
Si	4.1467	-1.2398	7.5689	-0.0026	-0.0225	-0.0013
Si	1.4324	6.8294	7.5252	0.0066	0.0044	0.001
Si	6.8709	1.4569	7.4199	0.0084	0.0002	-0.0069
Si	-5.1322	8.5938	8.8461	0.0158	0.0314	-0.0102
Si	4.9707	10.8262	17.2726	0.011	0.005	-0.0059
Si	-1.228	-1.3471	7.1599	0.0195	0.0274	-0.0275
Si	8.2449	2.511	17.1541	0.0033	-0.0047	-0.0039
Si	1.3755	1.3224	7.5883	-0.0097	-0.0025	0.0136
Si	9.1246	7.7216	9.9665	0.0059	0.0293	-0.0056
Si	0.208	11.0672	12.5645	-0.003	0.0075	0.004
Si	4.1387	4.0169	7.6837	0.0037	0.0088	-0.004
Si	-3.8429	14.7651	10.6127	0.0009	0.0378	0.0459
Si	7.7558	9.6884	9.7535	-0.0021	-0.0295	-0.0086
O	-7.1216	9.7622	16.7904	-0.002	-0.0019	-0.0021
O	16.6254	-5.6005	16.3114	-0.0006	-0.0009	-0.0037
O	13.459	19.2782	10.6845	-0.0199	-0.0073	-0.0018
O	-10.38	-41.2324	14.9821	-0.0019	0.0088	0.0032
O	29.7583	6.5714	15.3732	-0.005	0.006	-0.0008
O	-0.2451	3.6382	11.6349	0.0051	-0.0066	-0.0159
O	22.246	16.8414	25.2052	-0.0004	0.0148	-0.0219
O	20.0021	16.9391	12.9935	0.007	0.0026	0.011
O	34.2954	11.9928	12.9852	-0.002	0.001	-0.0019
O	40.5376	12.867	15.7163	-0.0017	0.003	-0.0007
O	31.4625	26.0355	20.9728	0.0016	0.0057	-0.0026
O	-8.9766	-3.3257	20.5498	-0.0024	0.005	-0.0041
O	26.2462	-20.1918	25.2689	-0.0187	0.023	0.0048
O	-1.1864	4.6187	15.0625	-0.0012	0.0039	-0.0033
O	-11.08	41.9494	20.9369	0.006	-0.0091	-0.0052
O	37.1544	26.0435	24.1724	-0.0205	-0.0059	0.0212
Si	23.5582	4.1791	18.0418	-0.0033	-0.0056	0.0021
Si	11.4336	26.9455	26.6679	-0.0029	-0.0001	0.011
Si	-14.5035	23.7925	24.6772	0.0023	-0.0033	-0.0428
Si	6.7064	17.7576	28.046	0.0356	0.0045	-0.0068
Si	7.611	-13.8833	21.2314	-0.0061	0.006	0.0093
Si	3.9424	8.8073	24.0234	0.0004	0.0012	-0.018
Si	12.8108	34.5533	14.4152	0.0009	0.0046	0.0005
Si	6.3465	6.7709	15.9325	0.0026	0.0037	0.0033
Si	-0.1333	3.2814	20.3087	0.0074	-0.0095	0.0042
Si	9.5446	4.0149	27.7704	0.012	-0.0001	-0.0185
Si	3.8797	13.3625	18.4471	-0.0032	-0.0009	-0.0027
Si	56.1839	9.4754	10.1024	-0.0013	0.0121	-0.0161
Si	6.6299	-3.4184	24.0686	-0.007	-0.005	-0.026
Si	24.6118	2.7352	6.2444	0.0006	0.0026	-0.0086
Si	-7.5178	13.8378	24.7143	0.0208	0.0042	-0.0259
Si	-11.9798	22.3555	23.942	-0.0203	-0.0078	-0.0351
Si	10.0332	20.0859	17.7368	-0.0075	0.009	0.0026
Si	4.732	-2.6553	13.6103	-0.0008	-0.0011	-0.0057
Si	27.2376	33.247	24.8332	0.0462	-0.0389	0.0496
Si	8.1622	-5.3394	9.2089	-0.0021	0.0062	0.0185
Si	10.2173	22.3127	26.4292	-0.0046	0.0059	-0.0098
Si	19.4492	-5.517	14.3904	0.0057	-0.0017	-0.0098
Si	-2.4483	13.0385	26.7693	-0.0041	0.0072	-0.0009
Si	1.301	9.5604	30.5684	0.0019	-0.0011	0.0003
Si	-12.5376	-10.2226	19.1947	-0.0072	-0.0013	0.0036
Si	3.8171	7.4147	10.9396	0.0352	-0.0141	0.0083
Si	4.0087	4.9094	19.6949	0.008	0.0016	0.0116
Si	21.195	7.0027	12.5583	-0.0159	-0.0034	-0.0141
Si	-10.4984	7.894	20.0488	-0.0065	0.0122	0.0049
Si	6.2237	25.6646	12.939	0.0034	-0.0054	-0.0483
Si	6.4051	21.4157	12.3586	0.0173	0.0078	-0.0261
Si	20.2563	-1.324	21.4736	-0.0036	0.0157	-0.0013
Si	9.897	13.3109	10.9585	-0.0052	0.0357	0.0443
Si	13.946	-3.0804	26.6389	0.0689	0.0557	0.122
Si	13.6821	28.7475	21.7843	0.0133	0.0002	0.0091
Si	16.8456	15.347	17.6203	0.0073	0.0063	-0.0018
Si	15.2962	-9.5932	10.5274	-0.0097	-0.0002	0.0189
O	-22.602	-22.1012	18.1755	0.0059	-0.0058	-0.0091
O	18.7393	-13.9007	25.1265	0.0068	-0.0063	0.0055
O	-4.4529	27.789	23.8358	0.0031	-0.0016	0.0302
O	11.6232	42.8613	11.4087	-0.0071	0.0106	0.0155
O	-9.9682	15.4947	16.6226	0.0062	0.0086	-0.0011
O	11.9999	24.8071	21.3596	-0.0017	0.0084	-0.0145
O	24.2883	22.4434	15.4077	0.001	-0.0051	-0.0023
O	-15.9776	2.4001	13.7759	-0.0005	-0.0053	0.0059
O	-7.3566	5.9841	10.1889	0.012	0.0105	-0.0014
O	39.0383	10.0832	17.9942	-0.0022	0.0004	-0.0015
O	-2.8871	6.4	21.1678	0.0162	-0.0091	-0.001
O	8.3029	13.6587	10.9143	-0.0103	-0.0097	-0.0114
O	29.9885	34.2103	18.346	0.0011	0.0053	-0.0014
O	-16.4222	11.6078	15.9058	-0.0013	-0.0014	0.0033
O	18.5415	21.2163	11.2949	-0.0251	0.0036	0.0189
O	5.2402	-2.8608	24.6941	-0.0033	0.0061	0.0086
O	-0.2894	-0.662	13.9068	0.0042	-0.0028	-0.0037
O	8.5711	19.63	18.2944	0.0015	0.0022	-0.0008
O	-23.2776	-13.8259	11.5607	0.0083	-0.0116	0.0041
O	12.3707	15.4841	9.7868	0.0009	-0.0004	0.0135
O	-6.497	54.127	23.8154	-0.0117	0.0006	-0.0129
O	10.2988	1.8687	19.7619	0.0018	0.0075	-0.0014
O	-9.3737	-12.8672	15.5033	0.0023	0.0014	-0.0048
O	2.7496	-2.3298	25.1534	0.0013	0.0131	-0.0475
O	14.6656	-1.4757	14.1357	-0.0034	0.0007	-0.0009
O	6.7672	19.1588	22.612	0.01	-0.0019	-0.0039
O	16.2968	-14.4133	14.8562	0.0044	-0.0002	0.0021
O	5.9212	-23.82	12.7878	-0.0052	0.0086	0.0005
O	-25.3632	3.8638	17.6323	-0.0052	0.0055	0.0007
O	27.3564	5.2025	19.0066	0.0007	0.0039	-0.0026
O	-0.4242	17.4818	20.3001	0.0047	0.0053	0.0031
O	22.3767	4.187	19.1415	0.0059	0.0057	-0.0085
O	-12.3127	21.008	23.0437	0.0066	0.0054	0.0152
O	36.34	29.9216	22.628	-0.0106	-0.008	-0.0009
O	3.9951	-14.6031	12.5567	0.0031	0.0041	-0.0031
O	-27.8898	25.0096	17.4063	0.0004	0.0056	0.0017
O	-9.1874	27.9411	22.8206	0.0029	0.0066	-0.0049
O	0.4641	-7.1021	23.7296	0.0045	0.0108	-0.0095
O	15.6681	-17.4116	12.8536	0.0139	-0.0008	-0.0037
O	17.9408	22.0397	13.755	-0.0021	0.0116	0.0054
O	14.0316	-19.1085	14.1186	0.0023	-0.0037	0.01
O	5.2008	-10.5625	11.5889	0.015	-0.0104	0.0033
O	14.5073	13.3999	11.4552	0.0143	-0.0006	-0.0164
O	0.2849	8.2693	18.458	0.0033	0.0011	-0.005
O	-10.673	23.0802	23.2701	-0.0123	-0.0095	0.0128
O	13.5701	13.2752	23.3927	0.0041	0.0015	0.0046
O	10.0089	-1.9878	16.1222	0.0067	0.0025	-0.0005
O	20.7642	24.7438	16.9875	0.0024	0.0031	-0.0016
O	13.086	26.3542	12.3993	0.0103	-0.0046	-0.0031
O	3.7615	27.657	21.0575	-0.001	0	-0.0129
O	19.5256	-9.4829	23.654	0.0024	-0.0027	0.0241
O	39.4394	8.2985	19.9455	0.0011	0.0067	-0.0134
O	10.8966	51.4135	13.8992	0.0032	0.0069	0.0027
O	14.9213	14.1865	19.8894	-0.0013	0.0035	-0.0013
O	39.6839	36.2554	24.316	0.0185	-0.0039	0.011
O	-0.8961	16.9201	22.8712	-0.0016	0.0031	-0.0105
O	40.0761	4.4976	13.9592	0.0023	0.0086	0.0016
O	11.3624	6.2111	11.6625	-0.0021	0.0045	-0.0043
O	36.7057	6.489	26.3488	-0.0867	0.0911	-0.0338
O	-27.6496	8.0448	10.2832	-0.0157	-0.0048	0.0093
O	26.1616	11.7943	18.4159	0.0012	0.0036	0.0021
O	41.592	32.7148	20.4984	0.0033	0.0005	-0.0068
O	-0.9578	1.0944	11.9789	0.0147	-0.019	0.0081
O	39.2085	40.4084	17.3224	0.001	0.0002	-0.0073
O	-8.1004	-5.7067	18.5544	-0.0012	0.0045	-0.0053
O	24.2259	13.6121	17.9087	-0.0002	0.0056	-0.0047

Results
free energy: -151524.444 eV
free energy less fixed offsets of O -568.88, Si -635.61 eV per atom: -0.634 eV

The program warned: the cutoff lies below the one the program advises for these potential files; the exchange-correlation potential is rough where the density is thin.
